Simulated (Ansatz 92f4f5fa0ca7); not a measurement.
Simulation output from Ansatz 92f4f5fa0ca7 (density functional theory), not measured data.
Periodic cell of 144 atoms, Si90O54, from a study of silicon, its oxide and their interface. The atomic structure is a simulated model.

Settings: functional r2SCAN; potential files Ansatz norm-conserving; basis plane waves; wave-function cutoff 1300 eV; density cutoff ratio 4; exchange-correlation grid ratio 1; k mesh 2 x 2 x 1, shifted by 0.5 0.5 0.5 of a step; self-consistency stop 5e-08 eV per atom in the density residual; occupations Fermi-Dirac, 0.05 eV; spin none; net charge 0.

Cell vectors (angstrom)
a 11.54 0 0
b 0 11.54 0
c 0 0 19.0606

Atoms: element, x, y, z (angstrom)
Si -0.073 0.5882 0.0677
Si 0.1004 3.6949 0.1748
Si 0.0037 6.7916 0.2563
Si 3.7736 0.6045 -0.4611
Si 3.8462 3.6173 0.055
Si 4.0747 6.6389 -0.3177
Si 7.835 1.1301 -0.4929
Si 7.8068 4.0732 0.4951
Si 7.4264 7.0332 -0.0195
Si 1.9497 -0.0601 1.0641
Si 2.144 3.6671 1.5715
Si 2.016 7.4219 1.0613
Si 5.7273 -0.0845 0.9865
Si 5.7536 3.8239 1.7141
Si 5.7643 7.5131 1.3614
Si 9.3626 0.2323 1.272
Si 9.694 3.8313 1.7224
Si 9.4725 7.4642 1.2994
Si 1.8076 1.5836 2.5498
Si 2.0322 5.833 2.7241
Si 1.9771 9.4244 2.4048
Si 5.6223 1.6003 2.8028
Si 5.6369 5.7764 2.8595
Si 5.6484 9.5406 2.3672
Si 9.4119 2.0319 2.9568
Si 9.4273 5.8729 2.9781
Si 9.4836 9.7182 2.3421
Si 0.0449 1.9725 4.0005
Si -0.059 6.0357 4.1956
Si -0.0575 9.8857 3.7338
Si 3.8251 1.8347 4.296
Si 3.9389 5.8504 4.2492
Si 3.7884 9.6426 3.8519
Si 7.4449 1.74 4.2965
Si 7.5842 5.856 4.2533
Si 7.6721 9.7229 3.8144
Si 0.181 0.1782 5.4216
Si 0.2264 3.9966 5.2845
Si 0.0069 8.0667 5.4443
Si 3.805 -0.0977 5.6086
Si 3.8969 3.6378 5.5377
Si 3.8739 7.8802 5.2818
Si 7.7123 -0.168 5.5005
Si 7.8904 3.8264 5.3104
Si 7.6703 7.8886 5.4964
Si 2.0641 0.1815 7.0457
Si 2.0004 3.8043 6.7909
Si 2.0077 7.8589 6.7312
Si 5.7349 -0.205 6.8137
Si 5.9355 3.8463 6.8361
Si 5.7927 7.7841 6.8752
Si 9.6675 -0.208 6.815
Si 9.8682 3.9544 6.5328
Si 9.623 7.8393 6.7598
Si 1.7113 1.9915 8.4225
Si 2.2098 5.7999 8.1718
Si 2.1016 9.7068 8.2691
Si 5.7846 1.9724 8.102
Si 5.8379 5.9369 8.1239
Si 5.5815 9.5564 8.2456
Si 9.7538 2.0933 8.013
Si 9.8664 5.7802 7.932
Si 9.8331 9.5063 8.3204
Si -0.5567 1.2728 10.0014
Si 0.1173 5.8364 9.3715
Si 0.1822 9.1291 9.5766
Si 3.8631 2.2706 9.5574
Si 4.1033 5.4802 9.7452
Si 3.7243 9.5985 9.949
Si 7.751 2.5999 9.2045
Si 7.8452 5.7299 9.1202
Si 7.7764 9.6532 9.421
Si 4.5751 6.5129 12.6329
Si -3.0471 7.7104 11.5964
Si 7.1292 -5.3632 13.9424
Si 4.0076 0.2798 11.8746
Si 8.34 0.4628 10.8642
Si 6.6674 -0.0524 13.4616
Si -0.1686 3.7405 11.8592
Si -0.2478 6.0297 15.1217
Si 1.861 9.8355 11.9878
Si 13.2962 5.3119 13.1324
Si 11.4791 7.7453 12.699
Si 0.5461 8.4819 16.7256
Si 4.9284 -2.268 14.3866
Si 6.1429 7.5658 16.5449
Si 11.3765 11.1851 16.0797
Si 2.6305 10.5262 16.0782
Si 8.7004 1.0168 15.493
Si 9.323 3.93 14.3148
O 0.0556 2.2274 -0.5665
O 12.4009 -5.1382 -6.6918
O 0.5205 7.0089 -2.8681
O 0.0749 5.2822 -0.4761
O 0.0647 8.2063 -0.8064
O 4.8086 7.288 -1.6182
O 3.5695 -0.3815 -1.8035
O 4.017 2.2783 -0.8798
O 3.5609 5.0125 -0.7395
O 2.0854 9.063 -2.4877
O 8.3086 0.7354 -2.0298
O 6.8463 -5.0061 -3.6084
O 10.2764 11.9648 -3.9052
O 7.4383 5.533 -0.4859
O 7.9937 14.4084 -0.6337
O 7.4835 7.9184 -1.4998
O -3.7533 0.0953 12.2916
O 0.4476 7.4631 9.8382
O -0.2446 4.8531 10.7052
O -0.2558 2.2162 11.327
O 1.0894 5.3405 14.5826
O 2.9103 -2.6111 11.3154
O 7.7157 7.3637 13.0501
O -0.8626 7.1011 14.0812
O 5.9279 5.6232 13.0547
O 7.8346 9.1264 11.017
O 4.4477 6.4885 10.9851
O 7.8892 1.9923 10.7038
O 8.1145 4.9509 14.0462
O 8.2388 6.4553 10.6352
O 7.6011 11.295 9.6282
O -0.3468 9.5895 16.0092
O -1.5758 0.2898 10.7951
O 0.9336 8.9531 13.0173
O 4.6465 7.8596 13.5171
O 4.4755 -0.6704 10.6263
O 5.2517 0.6949 12.9289
O 2.6858 11.1211 12.5977
O 10.3307 3.7241 13.1425
O 12.1883 10.0326 10.8917
O 3.3602 -9.9531 11.0188
O 6.1033 -1.5597 13.58
O 1.3627 3.9088 12.4801
O -3.7718 4.1737 9.557
O 3.9596 3.9331 10.1661
O 12.9552 11.5248 15.5847
O 3.311 -5.8607 13.1855
O 10.1003 7.9367 11.8006
O 8.7618 2.5414 14.9804
O 10.2544 4.8019 15.4538
O -0.3708 11.3807 17.701
O 7.2826 0.4707 14.8257
O 5.7114 -2.6616 15.7719
O 3.6334 10.1873 14.8044

Results
free energy: -35652.644 eV
free energy less fixed offsets of O -463.61, Si -117.95 eV per atom: -2.204 eV
pressure: -2.05 GPa
stress xx, yy, zz, yz, xz, xy (GPa, positive in tension): 2.29, 1.95, 1.92, -0.22, 0.5, 1.21

Forces (eV/angstrom), in the order of the atoms: element, x, y, z
Si -1.0362 1.071 -1.1121
Si 0.5856 1.1252 1.9634
Si -0.7457 1.9092 -2.1606
Si 0.2395 -0.2126 0.2043
Si 1.0254 0.2219 1.4783
Si -1.1572 -0.6071 0.8127
Si 0.9554 0.8273 0.2577
Si -1.7087 0.6544 -1.5933
Si 2.9913 3.0522 -1.3078
Si 0.353 -0.5355 -1.0218
Si -1.7625 0.2141 -0.384
Si 1.4453 -0.2566 0.039
Si -0.3547 2.066 -1.2855
Si -0.0323 -1.4848 -1.5851
Si -1.6588 -1.1693 -0.3853
Si 1.0982 1.8015 -0.953
Si 0.8561 2.1339 -0.8509
Si -0.0492 0.2584 -0.4891
Si 1.3401 1.8645 2.3096
Si 0.116 -0.9422 1.2067
Si -0.9043 0.6913 -0.5502
Si 0.2773 1.062 -0.518
Si 1.6698 0.0115 0.3235
Si 0.6362 0.9023 0.9377
Si -0.036 -2.4604 0.4441
Si 1.5789 -0.3007 -0.4669
Si 0.53 -0.9509 0.2775
Si -0.6392 0.5324 0.1807
Si 0.8661 0.1059 -0.9887
Si 0.6761 -0.5809 0.7859
Si -0.9843 -2.032 -2.3068
Si -2.3385 -1.3465 0.3271
Si 0.1737 0.8997 0.211
Si 0.9733 1.0847 -0.973
Si -0.7472 0.1625 0.0661
Si -0.7242 -0.9551 0.4476
Si -0.7275 -1.3439 0.5448
Si 0.2391 -0.3014 -0.4188
Si 0.0668 -0.3428 -0.8625
Si 0.1724 0.0873 -1.6579
Si 1.2658 2.7774 0.2717
Si 0.5677 -0.9163 1.6159
Si -0.1197 -0.3952 0.3376
Si -1.6455 -0.3099 1.2584
Si -0.069 -0.1439 -0.8521
Si -1.1466 -0.9113 -0.4076
Si -0.5777 0.4494 1.2222
Si 0.4844 -0.0281 0.6755
Si 0.4469 1.4153 0.7304
Si -0.3279 1.005 -1.0482
Si -1.2228 0.6901 -1.8774
Si 1.1245 1.6914 0.1341
Si 0.0578 -0.8435 0.6263
Si 0.879 -0.6115 -0.0823
Si 0.7938 -0.0314 0.4834
Si -0.6455 -0.2666 0.0555
Si -1.1951 -0.3822 -0.3413
Si -0.1191 -1.1805 0.8355
Si -0.9402 -1.5225 0.2431
Si 1.0407 -1.1519 1.9932
Si -0.7515 -1.37 0.303
Si -0.9689 0.9094 -0.4273
Si -0.9829 0.2488 -0.0024
Si 0.703 2.6078 -0.45
Si 0.9532 0.9068 1.3396
Si 2.0655 -0.8896 -0.4272
Si -1.5212 1.7859 1.4178
Si 0.1987 0.4812 -1.592
Si 0.4459 -0.7113 -0.8329
Si 0.1605 -0.1888 -0.4104
Si 1.8318 0.2614 2.1129
Si -1.3799 0.2559 0.211
Si 0.7619 -1.919 0.6423
Si -0.9774 0.196 2.0399
Si 0.75 -0.6195 -1.0443
Si -0.2086 2.4292 0.1938
Si 0.1017 0.7863 0.504
Si -1.2765 0.2212 -2.2268
Si 1.3872 -1.1328 1.2846
Si 0.5128 -0.0653 0.4333
Si -2.9453 1.229 1.6461
Si -0.1954 0.3095 0.973
Si -2.1809 -3.8003 2.1209
Si 0.5831 -0.2781 1.5148
Si 0.1075 -1.7038 0.9789
Si 2.7884 0.3348 0.3415
Si 0.2594 0.3684 0.5302
Si 0.9586 -0.6366 -0.5728
Si 0.3994 0.1871 -0.367
Si -0.2731 1.6953 3.3802
O -0.2622 -0.3561 0.5369
O -0.3379 2.588 -1.2084
O -1.0842 -1.4853 -0.641
O -0.4171 -0.6404 0.3116
O -0.2212 -0.7144 0.7228
O -0.035 -1.1461 -0.4707
O -0.0484 1.2366 0.5585
O -0.5707 -2.0239 0.3318
O 1.4445 2.4103 -0.0002
O -0.3858 0.6405 0.3209
O 0.057 0.0561 1.1641
O -1.9611 1.1803 2.1756
O -1.7239 0.0121 0.991
O 0.5793 -3.9702 0.9941
O -0.904 -2.2603 0.5164
O -2.4759 -1.3037 0.9639
O -0.4676 -0.9246 1.8507
O -1.1723 0.5772 -0.0181
O -0.6653 0.5607 -1.8203
O 0.1478 0.4255 -1.2314
O 0.9405 -1.0376 0.1235
O 3.3994 -1.6782 -2.7785
O 1.7134 1.6575 -1.6943
O 0.5513 0.9747 -1.3593
O -2.7832 0.7398 -0.8006
O 0.5642 -1.3606 -0.6736
O -0.0895 0.4255 0.8747
O 0.334 0.316 0.2565
O 1.2816 -1.9088 -0.4894
O -0.6017 -0.1787 -1.7882
O 0.3374 -0.7578 0.1364
O -0.7949 -0.0996 -1.0815
O -0.6804 -1.2741 -0.513
O 0.5607 0.7042 0.6508
O -0.2925 1.8358 0.2928
O 0.3201 0.3527 0.8997
O -0.8334 -0.4709 -1.0549
O -0.4021 -0.2563 -1.0061
O 1.0376 0.084 -2.8591
O -0.4751 0.6728 -0.4726
O 2.0405 -1.1359 0.383
O 0.2544 0.5503 -0.5884
O -0.5938 -0.6092 -0.8122
O -0.3024 -0.0398 0.1244
O 0.2604 -1.4677 -0.7046
O -0.8539 -0.7759 0.9579
O -0.3148 -0.2662 -0.2221
O 0.9289 0.5756 -0.0448
O 0.5597 0.8727 -0.3206
O -0.2303 0.2825 -0.2797
O 0.5111 0.3675 -0.8257
O 1.1772 -0.0914 -0.0407
O -0.8294 0.6211 -0.8762
O 0.5956 -0.6341 0.1038
